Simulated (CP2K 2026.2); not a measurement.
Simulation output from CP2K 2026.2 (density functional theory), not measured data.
Periodic cell of 504 atoms, Si360O144, from a study of silicon, its oxide and their interface. The atomic structure is a simulated model.
Doubt: the forces sum to 1.31 eV/angstrom along one axis rather than to zero, so they err by at least 0.0026 eV/angstrom per atom on average; the grid cutoff is modest.

Settings: functional PBE; method Gaussian and plane waves; basis set DZVP-MOLOPT-SR-GTH; pseudopotentials GTH-PBE; grid cutoff 350 Ry, relative cutoff 50 Ry; k points Gamma only; occupations fixed; spin none; net charge 0.

Cell vectors (angstrom)
a	16.32	0	0
b	0	16.32	0
c	-5.9572	7.3198	33.8626

Atoms and the computed forces on them: element, x, y, z (angstrom), force x, y, z (eV/angstrom)
Si	1.234	15.299	0.088	0.049	-0.118	0.789
Si	4.404	1.343	0.097	-0.318	0.136	0.632
Si	1.054	4.394	0.065	0.298	-0.328	0.663
Si	4.373	6.544	0.075	-0.183	0.142	0.739
Si	1.286	9.646	0.138	0.061	-0.291	0.702
Si	4.259	11.82	0.244	0.1	0.12	0.728
Si	0.398	22.446	33.82	0.332	-0.139	0.675
Si	9.707	1.16	0.069	-0.331	0.087	0.717
Si	6.608	4.384	0.296	0.038	-0.028	0.764
Si	3.844	13.905	33.849	-0.162	0.102	0.673
Si	6.569	9.743	0.021	0.134	-0.12	0.73
Si	9.86	12.086	0.032	-0.239	0.014	0.731
Si	11.851	15.107	0.002	0.449	-0.098	0.642
Si	15.304	1.113	0.085	-0.176	-0.039	0.732
Si	11.829	4.196	0.162	0.109	0.074	0.609
Si	14.975	6.556	0.122	-0.104	0.239	0.657
Si	6.002	17.03	33.761	0.296	-0.053	0.738
Si	9.548	19.343	33.793	-0.415	0.156	0.696
Si	2.741	16.511	1.373	0.019	0.018	-0.045
Si	5.49	2.776	1.553	-0.022	0.024	-0.02
Si	2.718	5.455	1.357	0	-0.039	-0.018
Si	5.475	8.157	1.39	-0.004	0.009	-0.055
Si	2.753	10.727	1.596	-0.011	0.014	0.002
Si	5.372	13.556	1.385	-0.007	-0.027	-0.019
Si	8.078	16.239	1.226	-0.051	-0.008	-0.026
Si	10.725	2.702	1.52	0.016	-0.035	0.016
Si	8.217	5.561	1.448	0.044	0.015	-0.044
Si	10.894	8.173	1.337	0.007	0.011	-0.034
Si	8.166	10.944	1.255	0.014	0.012	-0.042
Si	10.901	13.578	1.492	-0.007	0.002	0.011
Si	13.608	16.236	1.203	-0.013	-0.009	-0.012
Si	0.058	2.707	1.4	0.013	0.01	-0.007
Si	13.468	5.367	1.411	-0.037	-0.043	-0.002
Si	-0.043	8.123	1.325	0.011	-0.018	-0.025
Si	13.668	10.917	1.088	0.033	0.021	-0.054
Si	0.131	13.624	1.362	0.008	0.043	-0.041
Si	1.405	1.437	2.815	0.003	0.016	0.027
Si	4.022	4.097	2.798	-0.004	0.027	0.013
Si	1.35	6.808	2.718	0.01	0.011	0.03
Si	4.12	9.392	2.866	0.015	-0.054	0.054
Si	1.425	12.259	2.781	-0.007	-0.002	0.016
Si	4.031	14.99	2.698	-0.004	0.018	0.016
Si	6.855	1.315	2.748	0.054	-0.017	0.012
Si	9.434	4.102	2.842	-0.04	0.002	0.024
Si	6.847	6.88	2.796	0.003	0.012	0.043
Si	9.488	9.537	2.659	-0.014	-0.011	0.009
Si	6.829	12.26	2.711	0.001	-0.007	-0.012
Si	9.434	14.937	2.709	-0.029	0.018	-0.007
Si	12.267	1.317	2.66	-0.007	-0.027	-0.006
Si	14.914	4.029	2.715	-0.001	0.005	0.029
Si	12.214	6.823	2.753	0.017	0.015	0.008
Si	14.93	9.555	2.618	-0.034	0.008	-0.006
Si	12.37	12.21	2.661	0.042	-0.028	0.027
Si	14.955	14.919	2.664	0.008	0.017	-0.007
Si	-0.012	16.318	4.043	-0.017	-0.005	-0.029
Si	2.721	2.759	4.198	0.011	-0.014	0.023
Si	-0.026	5.425	4.051	0.022	-0.02	-0.015
Si	2.697	8.093	4.165	-0.004	0.005	0.002
Si	-0.019	10.886	4.039	0.003	-0.018	-0.007
Si	2.738	13.636	4.126	-0.001	0.026	-0.002
Si	5.439	16.3	4.074	-0.01	0.006	-0.015
Si	8.132	2.695	4.163	0	-0.009	0.01
Si	5.44	5.47	4.098	0.011	-0.015	-0.042
Si	8.186	8.229	4.134	-0.009	0.019	-0.002
Si	5.479	10.873	4.093	0.001	0.024	-0.036
Si	8.146	13.591	4.118	-0.033	0.027	0.009
Si	10.864	16.303	4.024	-0.002	0.012	-0.02
Si	13.585	2.671	4.083	0.017	-0.038	-0.028
Si	10.863	5.458	4.122	-0.004	0.008	-0.026
Si	13.607	8.197	4.054	0.019	-0.016	-0.02
Si	10.92	10.872	4	0.002	0.018	-0.046
Si	13.641	13.577	4.078	0.008	0.002	0.001
Si	1.351	14.962	16.342	-0.003	-0.009	0.006
Si	4.055	17.676	16.314	0.005	0.005	0.002
Si	1.35	4.093	16.312	0.007	-0.002	-0.003
Si	4.05	6.802	16.31	0.014	-0.015	0.009
Si	1.354	9.49	16.351	0.003	-0.021	0.015
Si	4.076	12.266	16.284	-0.011	0.001	-0.009
Si	6.786	14.98	16.277	-0.013	0.005	-0.004
Si	9.534	17.718	16.282	0.003	0.002	-0.005
Si	6.775	4.036	16.281	0.022	-0.013	0.001
Si	9.531	6.794	16.305	-0.002	0.03	0.013
Si	6.798	9.52	16.291	-0.019	0.023	-0.003
Si	9.531	12.251	16.306	0.013	0.003	0.011
Si	12.247	14.968	16.289	-0.006	-0.009	-0.006
Si	-1.362	17.688	16.323	-0.006	0.002	0.005
Si	12.259	4.074	16.336	-0.002	0.006	0.006
Si	-1.336	6.786	16.363	0	-0.006	0.012
Si	12.284	9.516	16.323	-0.006	-0.001	-0.002
Si	-1.348	12.223	16.341	-0.006	0.008	0.008
Si	2.748	16.288	17.702	-0.008	0.015	0.009
Si	5.347	19.085	17.676	-0.016	0.007	0.033
Si	2.65	5.49	17.691	0.013	-0.009	-0.023
Si	5.449	8.138	17.636	-0.035	0.007	0.015
Si	2.724	10.906	17.63	0.044	0.021	0.011
Si	5.426	13.631	17.646	-0.001	0.014	0
Si	8.123	16.392	17.588	-0.003	-0.003	0.016
Si	10.886	19.048	17.696	-0.015	-0.001	0
Si	8.189	5.352	17.599	-0.02	-0.006	-0.005
Si	10.925	8.145	17.651	-0.002	-0.02	0.036
Si	8.144	10.896	17.639	-0.002	-0.015	0.009
Si	10.911	13.61	17.654	-0.013	0.003	0.038
Si	-2.752	16.342	17.663	0.016	-0.011	0.004
Si	0.033	19.026	17.671	-0.017	0.034	0.012
Si	-2.661	5.38	17.714	-0.014	-0.027	0.028
Si	0.017	8.125	17.768	0.025	-0.017	0.02
Si	-2.697	10.871	17.725	-0.027	0.014	0.016
Si	-0.013	13.601	17.702	0.02	-0.002	0.03
Si	1.385	17.663	19.023	0.026	-0.019	-0.02
Si	3.954	4.143	19.06	0.025	-0.006	-0.037
Si	1.353	6.768	19.204	-0.007	-0.004	0.026
Si	4.109	9.563	18.954	0.005	-0.006	-0.031
Si	1.399	12.249	19.037	0.005	0.009	-0.016
Si	4.104	14.933	19.096	-0.01	0.006	0.003
Si	6.726	17.712	18.964	-0.007	-0.012	-0.028
Si	9.516	20.384	19.069	-0.005	0.011	0.017
Si	6.781	6.65	18.898	-0.032	-0.015	-0.038
Si	9.535	9.53	18.945	0.005	-0.022	-0.042
Si	6.79	12.295	18.987	0.023	-0.02	-0.006
Si	9.531	15.063	18.888	0.013	0.004	-0.032
Si	12.261	17.716	19.066	0.004	0.002	0.012
Si	-1.264	20.346	19.11	0.003	0.021	-0.015
Si	12.255	6.727	19.019	-0.021	-0.004	-0.028
Si	-1.336	9.503	19.104	-0.016	0.016	0.012
Si	12.249	12.247	19.071	0.001	0.022	0
Si	-1.439	14.961	19.016	-0.011	-0.017	-0.029
Si	0.01	16.264	20.298	0.028	-0.009	0.034
Si	2.634	19.064	20.447	-0.007	0.031	0.03
Si	0.035	5.332	20.644	0.013	-0.021	0.034
Si	2.74	8.291	20.386	-0.029	0.014	0.052
Si	0.044	10.902	20.42	-0.003	0.024	0.054
Si	2.798	13.529	20.478	0.015	-0.005	0.03
Si	5.449	16.353	20.41	0.01	-0.011	0.046
Si	8.006	19.103	20.345	-0.02	0.019	0.074
Si	5.345	5.504	20.389	-0.027	0.023	0.046
Si	8.272	7.926	20.103	0.068	-0.032	0.017
Si	5.511	10.873	20.339	0.01	0.044	0.034
Si	8.157	13.751	20.218	-0.033	0.005	0.031
Si	10.788	16.424	20.342	-0.035	0.022	0.039
Si	-2.595	18.938	20.462	0.039	-0.04	0.027
Si	10.962	5.326	20.453	0.047	-0.038	0.04
Si	-2.702	8.071	20.387	0.015	-0.027	0.037
Si	10.809	10.914	20.385	-0.045	0.014	0.046
Si	-2.775	13.664	20.478	-0.019	-0.013	0.053
Si	1.143	14.738	21.632	0.305	0.063	-0.77
Si	4.254	17.938	21.658	-0.082	-0.209	-0.759
Si	1.065	19.931	22.034	0.148	0.286	-0.699
Si	4.451	7.33	21.629	-0.139	-0.287	-0.758
Si	1.609	9.811	21.806	-0.082	-0.141	-0.785
Si	3.956	11.899	21.79	0.115	0.217	-0.71
Si	7.106	15.261	21.669	-0.216	-0.053	-0.729
Si	9.17	17.577	21.634	0.149	0.015	-0.728
Si	6.4	20.215	21.699	0.151	0.117	-0.821
Si	9.78	6.939	21.656	-0.131	-0.24	-0.714
Si	6.895	9.252	21.315	-0.088	0.166	-0.622
Si	9.641	12.648	21.585	-0.016	-0.278	-0.73
Si	11.855	14.871	21.7	0.283	0.09	-0.72
Si	-1.115	17.624	21.815	-0.222	-0.037	-0.691
Si	-3.707	20.51	21.76	-0.165	-0.016	-0.71
Si	-1.615	6.527	21.826	0.147	0.057	-0.784
Si	11.966	9.221	21.543	0.116	0.165	-0.734
Si	-1.076	12.52	21.678	-0.266	-0.133	-0.766
Si	10.427	6.726	27.127	0.073	0.137	0.046
Si	-3.419	15.174	31.814	0.128	-0.066	0.086
Si	10.757	19.235	23.843	-0.05	0.02	-0.079
Si	-4.29	13.038	28.332	-0.034	0.109	0.056
Si	10.392	19.902	30.93	-0.086	-0.046	0.244
Si	4.79	9.94	26.274	-0.003	0.095	-0.083
Si	-3.176	20.801	31.937	-0.004	0.05	0.031
Si	-4.925	12.622	31.266	0.092	-0.069	0.056
Si	4.511	21.225	31.615	0.056	-0.045	0.157
Si	1.365	20.121	25.126	0.135	-0.042	-0.261
Si	-1.12	7.12	29.237	-0.01	-0.018	-0.034
Si	9.8	15.152	27.849	0.065	-0.024	-0.078
Si	-2.489	12.641	24.226	-0.117	0.068	0.004
Si	2.953	16.03	23.69	0.036	0.066	-0.111
Si	8.597	21.501	29.048	0.028	0.005	0.073
Si	0.9	19.34	29.097	-0.022	-0.035	-0.021
Si	8.712	10.668	23.46	0.037	0.126	-0.071
Si	-1.103	19.888	26.664	0.038	0.009	0.15
Si	9.315	9.228	28.257	0.007	-0.088	0.087
Si	10.69	17.623	26.496	-0.136	0.004	-0.023
Si	5.26	13.874	23.736	0.019	-0.108	-0.021
Si	4.602	7.515	24.521	0.02	0.163	-0.136
Si	3.04	17.602	26.163	-0.036	0.055	0.04
Si	7.258	13.903	28.81	-0.086	0.055	0.141
Si	7.559	10.505	26.228	-0.025	0.001	0.139
Si	9.276	17.168	29.928	-0.055	0.058	-0.017
Si	-1.471	8.457	26.655	-0.053	-0.018	-0.059
Si	3.906	20.472	28.859	-0.056	0.023	0.116
Si	0.998	10.976	29.511	-0.078	0.004	0.135
Si	7.548	15.385	31.606	-0.112	-0.088	-0.008
Si	7.004	7.634	29.821	0.114	0.081	0.022
Si	11.804	10.63	24.059	-0.046	0.145	-0.056
Si	5.506	19.256	26.402	0.058	0.066	-0.057
Si	0.116	8.065	24.023	-0.065	0.062	-0.105
Si	-0.212	21.348	31	-0.01	0.038	0.102
Si	-0.72	9.314	31.234	0.059	0.158	0.085
Si	2.375	8.768	27.995	0	0.11	-0.055
Si	9.444	5.726	24.543	0.079	0.056	-0.183
Si	8.107	18.759	27.802	0.081	-0.055	-0.049
Si	-2.733	17.2	26.801	-0.074	-0.111	-0.005
Si	-2.658	15.768	23.944	0.046	0.079	-0.121
Si	-3.045	10.936	26.48	0.034	0.051	-0.029
Si	0.653	14.04	29.44	0.081	0.021	0.061
Si	7.435	9.703	31.939	0.034	-0.066	0.143
Si	2.033	16.568	28.912	0.04	-0.054	0.049
Si	6.594	21.531	24.556	-0.133	-0.067	-0.107
Si	1.992	9.903	31.922	0.031	-0.084	0.072
Si	2.139	6.622	25.851	-0.095	0.065	-0.047
Si	8.882	11.542	30.006	0.142	-0.026	-0.04
Si	4.02	6.957	29.596	0.038	-0.031	0.138
Si	-2.962	6.044	27.315	0.058	0.103	-0.044
Si	-2.249	15.134	28.956	0.007	-0.006	0.058
Si	2.153	15.41	31.607	0.047	0.006	0.065
Si	5.821	12.771	26.539	-0.079	-0.096	0.046
Si	1.339	14.974	5.445	-0.014	0.007	0.005
Si	4.1	1.351	5.467	0.013	-0.003	-0.002
Si	1.32	4.107	5.485	-0.003	0.017	-0.003
Si	4.082	6.775	5.506	-0.012	-0.016	-0.005
Si	1.336	9.526	5.431	0	0.019	-0.002
Si	4.103	12.245	5.442	0.037	-0.002	-0.003
Si	6.784	14.952	5.462	0.004	0.005	-0.003
Si	9.552	1.348	5.45	0.011	-0.007	-0.015
Si	6.764	4.079	5.473	-0.034	-0.015	0.001
Si	9.518	6.824	5.474	-0.005	-0.011	-0.001
Si	6.821	9.554	5.492	-0.007	-0.002	0.008
Si	9.562	12.227	5.408	0.001	-0.017	-0.02
Si	12.228	14.939	5.397	0.003	0.002	-0.016
Si	14.955	1.336	5.437	0.011	-0.015	0.009
Si	12.24	4.069	5.435	-0.005	0.021	-0.012
Si	14.958	6.814	5.411	0.022	0.006	-0.008
Si	12.232	9.523	5.422	0.002	0.01	-0.02
Si	14.977	12.228	5.449	0.008	0.011	-0.002
Si	2.711	16.322	6.806	0.005	0.002	-0.002
Si	5.43	2.716	6.84	-0.001	0.005	0.005
Si	2.706	5.432	6.849	0.013	-0.011	0.005
Si	5.445	8.173	6.823	0.002	0.012	-0.004
Si	2.717	10.885	6.785	-0.017	0.008	-0.006
Si	5.442	13.593	6.827	0.003	0.011	0.009
Si	8.169	16.315	6.799	-0.007	-0.001	0.002
Si	10.889	2.72	6.811	-0.001	-0.018	0.004
Si	8.148	5.446	6.809	0.004	0.009	-0.008
Si	10.892	8.172	6.815	-0.004	-0.01	0.004
Si	8.201	10.902	6.816	-0.015	-0.01	0.002
Si	10.89	13.592	6.788	0.005	-0.001	0.002
Si	13.586	16.296	6.779	-0.004	0.012	0.001
Si	-0.023	2.709	6.81	0.003	0.008	0.005
Si	13.603	5.445	6.779	0.01	-0.012	-0.003
Si	-0.01	8.162	6.796	0.004	-0.008	-0.003
Si	13.592	10.879	6.79	0.003	0.006	0.006
Si	0.003	13.598	6.806	-0.001	-0.012	0.01
Si	1.352	17.681	8.165	0.006	-0.003	0.004
Si	4.066	4.07	8.194	-0.026	-0.024	0.007
Si	1.349	6.815	8.174	0.019	0.008	0.003
Si	4.073	9.531	8.164	0.008	-0.006	-0.001
Si	1.365	12.24	8.159	0.01	0.012	0.002
Si	4.07	14.958	8.165	-0.007	-0.011	-0.003
Si	6.812	17.676	8.169	0.005	0.016	-0.005
Si	9.518	4.084	8.159	0	0.003	-0.004
Si	6.8	6.807	8.177	-0.013	-0.021	0.001
Si	9.536	9.527	8.177	-0.001	0.011	0.005
Si	6.819	12.243	8.173	0.021	0.014	0.003
Si	9.526	14.949	8.154	-0.003	0.002	-0.005
Si	12.247	17.669	8.155	0.004	0.008	0.001
Si	-1.373	4.083	8.157	0.014	0.003	0.001
Si	12.249	6.798	8.156	-0.009	0.007	0
Si	-1.371	9.519	8.154	-0.003	-0.005	0
Si	12.245	12.239	8.157	-0.008	-0.006	0.006
Si	-1.37	14.952	8.154	-0.007	-0.011	0.003
Si	-0.009	16.314	9.515	-0.003	0.001	-0.005
Si	2.703	2.713	9.538	0.016	0.006	0.01
Si	-0.008	5.44	9.519	0.002	-0.004	-0.002
Si	2.717	8.17	9.526	-0.013	0.009	0.002
Si	-0.004	10.879	9.511	0.007	-0.003	-0.003
Si	2.718	13.598	9.526	0.003	0.004	0.006
Si	5.437	16.319	9.518	-0.002	-0.001	-0.004
Si	8.165	2.724	9.523	-0.001	-0.005	0.001
Si	5.436	5.444	9.53	0.001	0.006	-0.005
Si	8.167	8.166	9.529	0.01	0.002	-0.002
Si	5.445	10.883	9.523	0.002	0.001	-0.007
Si	8.17	13.602	9.529	-0.013	-0.006	0.006
Si	10.885	16.314	9.514	-0.004	0.003	0
Si	13.596	2.717	9.517	-0.006	-0.007	0.005
Si	10.881	5.443	9.516	-0.002	-0.008	-0.005
Si	13.601	8.158	9.521	0.012	-0.007	0
Si	10.893	10.885	9.531	-0.001	0.001	0.003
Si	13.601	13.595	9.522	-0.005	0.001	0.004
Si	1.351	14.956	10.879	0.004	-0.009	0.002
Si	4.075	17.677	10.88	-0.01	-0.001	-0.003
Si	1.347	4.082	10.886	0.004	-0.008	0.004
Si	4.074	6.804	10.885	0.011	-0.002	0.004
Si	1.355	9.527	10.879	0.003	-0.003	-0.001
Si	4.082	12.242	10.883	0	0.01	0.003
Si	6.795	14.958	10.875	0.02	0.001	-0.005
Si	9.526	17.679	10.873	0	0.001	0.001
Si	6.803	4.085	10.881	-0.001	-0.008	-0.002
Si	9.529	6.805	10.884	-0.01	0.003	-0.001
Si	6.802	9.521	10.887	-0.008	-0.007	0
Si	9.53	12.242	10.888	0.003	-0.003	-0.003
Si	12.243	14.957	10.88	0.006	-0.006	-0.003
Si	-1.362	17.679	10.877	0.006	0.011	0.004
Si	12.238	4.079	10.875	-0.009	0.007	0.002
Si	-1.362	6.799	10.88	-0.001	0.008	-0.002
Si	12.249	9.519	10.886	-0.009	0.002	-0.001
Si	-1.359	12.235	10.88	-0.001	0.004	0.001
Si	2.706	16.324	12.234	0.013	-0.001	-0.001
Si	5.435	2.724	12.23	0.006	0.009	0.003
Si	2.713	5.44	12.24	-0.006	0.008	0.001
Si	5.436	8.163	12.244	0.004	-0.003	-0.001
Si	2.714	10.885	12.239	-0.002	-0.008	-0.007
Si	5.437	13.604	12.241	0.004	-0.003	0.003
Si	8.16	16.317	12.221	-0.026	-0.003	-0.006
Si	10.881	2.721	12.236	0	-0.009	0.001
Si	8.163	5.448	12.239	0.01	0.006	-0.006
Si	10.894	8.159	12.248	0.004	0.006	-0.001
Si	8.169	10.879	12.243	0.006	0.01	-0.001
Si	10.89	13.6	12.247	-0.01	0	0.007
Si	13.606	16.315	12.239	-0.012	0	0
Si	-0.012	2.722	12.243	0.001	-0.005	0.002
Si	13.599	5.439	12.236	0.005	-0.008	-0.001
Si	0	8.159	12.235	0.007	0.004	-0.009
Si	13.608	10.874	12.248	0.002	-0.008	0.001
Si	-0.001	13.591	12.244	-0.006	0.004	0.002
Si	1.349	17.683	13.6	-0.007	0.013	-0.002
Si	4.074	4.077	13.595	0.022	-0.024	0.001
Si	1.353	6.8	13.596	-0.003	0.002	-0.007
Si	4.07	9.524	13.596	-0.005	0.007	-0.001
Si	1.351	12.229	13.611	0.014	0.008	0.004
Si	4.064	14.968	13.589	-0.018	0.012	-0.003
Si	6.797	17.675	13.571	0.03	-0.019	-0.011
Si	9.529	4.092	13.592	-0.02	0.002	0.004
Si	6.795	6.801	13.601	-0.012	0.012	0.003
Si	9.536	9.521	13.603	-0.012	-0.003	-0.003
Si	6.805	12.243	13.592	0.001	-0.008	0
Si	9.518	14.966	13.586	0.009	-0.001	-0.004
Si	12.245	17.679	13.59	0.004	0.004	-0.001
Si	-1.369	4.082	13.602	-0.016	0.017	0
Si	12.26	6.801	13.609	-0.017	0.001	0.003
Si	-1.35	9.511	13.606	0.012	-0.015	-0.007
Si	12.252	12.239	13.607	0	0.003	-0.003
Si	-1.351	14.956	13.604	0.011	-0.013	-0.003
Si	0	16.322	14.97	0.005	0.004	0.003
Si	2.707	19.044	14.957	-0.005	0.003	-0.007
Si	-0.008	5.446	14.958	0.002	-0.015	-0.004
Si	2.705	8.163	14.953	0.013	0.003	-0.005
Si	0.002	10.857	14.981	-0.009	-0.006	-0.001
Si	2.7	13.616	14.95	0.013	-0.003	0
Si	5.423	16.337	14.934	0.013	0.005	0.001
Si	8.156	19.038	14.915	-0.023	-0.017	-0.004
Si	5.426	5.44	14.957	-0.003	0.003	0.005
Si	8.169	8.158	14.948	0.002	-0.001	0.003
Si	5.436	10.888	14.943	-0.002	-0.011	-0.003
Si	8.164	13.607	14.947	-0.005	0.004	0.003
Si	10.878	16.326	14.941	-0.012	-0.011	0
Si	13.596	19.036	14.959	-0.001	-0.008	-0.005
Si	10.902	5.437	14.962	0.011	0.003	0.007
Si	13.634	8.146	14.977	0.006	0.017	-0.005
Si	10.9	10.875	14.969	-0.004	-0.012	0.01
Si	13.62	13.592	14.966	0.005	0.007	0.001
O	2.903	8.101	29.379	-0.145	0.272	0.408
O	-3.868	22.053	32.688	-0.001	0.072	-0.434
O	2.787	10.858	22.305	0.016	-0.036	0.397
O	0.598	21.774	32.34	0.459	-0.034	-0.243
O	3.772	22.058	28.553	-0.24	0.163	-0.73
O	12.109	19.607	23.032	0.148	-0.439	0.153
O	4.775	12.457	23.101	0.167	-0.062	0.445
O	8.174	16.394	22.205	-0.012	-0.058	0.287
O	7.847	20.193	28.492	-0.593	0.021	0.104
O	9.71	18.499	22.862	-0.127	0.151	0.162
O	9.508	20.026	32.301	-0.259	0.312	-0.134
O	10.737	13.746	22.093	-0.046	0.02	0.407
O	2.976	17.107	27.711	0.246	0.098	-0.056
O	8.04	21.662	25.234	0.145	0.12	0.529
O	6.902	8.32	31.292	-0.279	-0.446	0.474
O	4.917	18.209	33.365	0.06	-0.146	-0.481
O	-0.24	20.117	25.316	-0.297	-0.076	-0.466
O	1.479	11.012	32.963	0.317	0.279	-0.189
O	-4.654	14.127	31.812	-0.563	0.017	0.397
O	1.76	7.586	27.085	-0.195	-0.236	0.198
O	5.732	8.309	21.984	-0.009	0.114	0.583
O	10.853	8.115	22.004	-0.137	0.017	0.359
O	0.05	13.627	22.101	-0.174	-0.118	0.294
O	-1.663	9.522	32.548	-0.276	0.324	-0.082
O	-5.714	18.125	33.536	-0.2	-0.023	-0.493
O	6.008	6.72	24.518	0.358	0.34	0.089
O	-2.471	6.334	28.829	-0.261	-0.274	0.6
O	4.908	7.386	33.591	-0.021	0.061	-0.112
O	3.502	17.378	22.991	0.015	0.276	0.477
O	2.688	16.322	25.245	-0.119	-0.244	0.142
O	-1.85	18.49	26.503	-0.026	-0.213	-0.354
O	-1.592	11.906	23.098	0.044	-0.767	0.288
O	3.29	9.16	32.51	0.266	-0.162	-0.487
O	8.81	9.333	32.7	0.132	0.408	-0.42
O	4.689	20.313	30.286	0.489	-0.373	0.134
O	-2.219	21.042	26.784	-0.253	-0.105	-0.308
O	7.282	12.076	26.469	0.496	0.388	0.108
O	7.002	14.643	30.254	-0.344	-0.181	-0.041
O	7.575	22.44	29.877	-0.112	-0.269	0.482
O	-4	10.091	25.481	0.028	-0.459	0.201
O	-3.003	15.592	30.315	-0.251	0.299	-0.121
O	-2.866	16.354	25.425	-0.034	0.075	-0.078
O	1.192	14.274	30.955	-0.31	-0.542	0.512
O	1.27	16.389	32.553	-0.144	0.044	-0.302
O	3.844	7.143	23.132	-0.613	-0.403	0.045
O	-0.621	8.731	25.307	-0.075	0.228	0.091
O	-0.693	7.321	33.584	-0.148	-0.003	-0.097
O	4.533	18.113	25.807	0.357	-0.327	-0.269
O	-4.04	11.727	27.452	-0.547	-0.358	-0.093
O	8.094	9.737	22.308	0.256	-0.034	-0.108
O	-4.406	11.528	32.361	0.284	-0.526	-0.466
O	10.145	12.727	33.702	-0.2	-0.147	-0.335
O	8.9	9.968	26.889	0.301	0.167	-0.305
O	-0.048	18.758	22.351	0.186	0.149	0.285
O	-2.095	9.854	27.192	0.286	0.218	0.346
O	4.88	12.691	33.396	0.068	-0.05	-0.337
O	10.236	20.649	24.405	0.22	0.121	-0.023
O	-2.131	12.02	25.678	0.509	0.038	0.112
O	6.943	18.569	26.704	0.134	-0.318	-0.377
O	-2.186	14.222	24.136	0.084	0.019	-0.043
O	10.23	10.343	23.902	0.094	-0.216	-0.008
O	5.883	13.578	27.968	-0.442	0.342	0.076
O	2.764	16.279	30.358	0.435	0.18	0.107
O	-0.564	18.135	33.45	0.064	-0.073	-0.488
O	-1.647	16.728	23.092	0.042	-0.067	0.394
O	-0.472	12.727	33.531	0.123	-0.073	-0.472
O	10.427	7.319	33.393	0.066	-0.128	-0.362
O	-0.098	19.864	27.935	0.162	0.408	0.079
O	3.273	14.654	32.504	0.324	0.295	-0.241
O	-3.149	14.135	28.069	0.074	0.127	-0.464
O	-4.023	15.66	23.069	-0.402	0.347	0.218
O	10.162	16.046	29.162	0.595	0.024	0.258
O	-2.705	19.645	32.946	-0.453	-0.36	-0.211
O	8.771	12.183	22.898	-0.272	0.35	0.399
O	6.374	16.175	32.408	-0.358	0.1	-0.185
O	8.214	14.822	27.871	-0.346	0.307	-0.506
O	4.048	14.887	23.491	-0.137	-0.101	-0.227
O	7.733	10.777	30.804	-0.263	0.118	-0.128
O	6.861	20.945	23.069	0.275	0.245	0.068
O	10.628	13.758	27.932	-0.083	-0.065	-0.064
O	10.49	8.185	27.855	0.411	0.154	0.082
O	9.827	12.413	30.964	-0.166	0.111	0.419
O	1.595	15.529	22.987	-0.373	0.047	0.405
O	3.715	6.836	25.664	0.423	-0.477	0.31
O	8.263	14.332	32.608	0.081	-0.02	-0.357
O	1.292	9.942	28.291	-0.047	-0.084	-0.577
O	8.05	17.628	28.962	-0.422	-0.091	-0.001
O	5.483	7.584	29.284	-0.165	0.483	-0.283
O	5.354	19.04	22.162	0.087	0.105	0.543
O	-1.821	21.296	31.22	-0.27	0.071	-0.005
O	9.213	6.411	23.093	-0.495	0.151	0.242
O	9.584	18.631	27.13	0.217	0.267	0.032
O	6.307	9.633	26.776	0.2	-0.582	0.296
O	-1.474	8.192	30.378	-0.434	-0.162	0.192
O	-3.898	16.462	32.655	0.27	0.333	-0.207
O	0.938	12.506	29.001	0.039	-0.097	-0.326
O	5.89	21.593	32.427	0.379	-0.116	-0.374
O	-0.972	7.258	23.136	-0.179	0.145	0.251
O	8.024	8.487	28.899	-0.231	0.006	-0.213
O	3.533	20.384	32.619	-0.578	0.21	-0.505
O	2.234	10.728	30.55	0.648	0.229	-0.107
O	4.669	9.12	24.853	-0.117	0.203	-0.37
O	0.776	8.836	31.706	0.173	-0.721	0.184
O	-2.6	7.319	26.366	-0.254	-0.021	-0.56
O	1.678	20.285	23.526	0.273	0.398	0.195
O	0.904	17.717	29.145	-0.421	-0.245	-0.041
O	10.191	18.431	30.298	0.525	-0.036	-0.048
O	6.375	10.442	32.896	-0.246	-0.352	-0.035
O	9.791	10.421	29.249	0.641	-0.075	0.219
O	8.068	12.529	29.045	0.009	-0.146	-0.367
O	1.935	21.352	26.014	0.267	-0.156	0.364
O	-2.141	14.492	32.542	0.18	0.171	-0.585
O	-0.617	7.872	27.901	0.546	0.132	-0.055
O	9.175	22.291	27.782	-0.396	0.108	-0.363
O	-2.72	5.397	22.309	-0.154	0.126	0.308
O	4.819	19.767	27.759	-0.128	0.029	0.317
O	-4.055	12.204	23.958	-0.283	0.573	-0.131
O	7.682	10.389	24.64	-0.493	-0.103	-0.171
O	-3.718	9.814	22.918	0.751	-0.19	0.312
O	-4.165	12.513	29.854	0.502	-0.471	0.195
O	10.191	6.781	25.522	0.309	0.499	-0.23
O	3.88	22.636	31.089	-0.286	0.173	0.17
O	10.13	16.083	26.55	-0.197	-0.173	-0.475
O	6.555	14.452	22.971	0.346	-0.07	0.254
O	1.389	15.134	28.484	-0.047	-0.051	-0.711
O	-1.984	16.396	27.99	0.504	0.301	0.148
O	9.83	21.061	29.974	0.455	0.431	-0.06
O	-4.331	20.141	31.028	0.071	-0.242	-0.424
O	3.647	9.425	27.257	-0.084	0.121	0.159
O	1.235	7.047	24.576	0.081	-0.33	-0.322
O	11.029	18.171	25.018	0.338	-0.283	-0.017
O	8.654	16.509	31.253	0.255	0.401	0.269
O	-4.554	22.186	27.367	-0.11	-0.49	-0.014
O	1.988	18.779	25.79	-0.096	-0.138	0.338
O	0.356	19.92	30.507	-0.119	-0.254	0.168
O	4.712	11.58	26.31	-0.458	-0.005	0.121
O	0.012	22.435	29.81	0.698	-0.099	-0.4
O	5.588	13.786	25.31	-0.112	0.623	0.235
O	-0.918	14.345	29.37	-0.158	-0.337	0.278
O	5.668	20.499	25.381	-0.505	0.118	0.032
O	-4.22	17.626	27.295	0.074	0.213	0.43
O	-0.406	10.618	30.294	-0.378	0.564	0.077
O	0.862	9.186	23.119	-0.091	-0.115	0.215
O	2.427	19.828	28.881	-0.078	0.107	-0.296

Results
total energy: -101653.944 eV
total energy less fixed offsets of O -438.35, Si -107.03 eV per atom: -0.744 eV
